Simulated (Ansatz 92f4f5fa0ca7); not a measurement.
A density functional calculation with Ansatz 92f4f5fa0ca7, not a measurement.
Periodic cell of 244 atoms, Si164O80, from a study of silicon, its oxide and their interface. The atomic structure is a simulated model.
Doubt: the cutoff is far below the 930 eV that the study's wrapper takes by default for these files, so forces and energies are approximate.
This geometry differs little from another in the collection (a relaxation step or a small displacement).

Settings
functional: PBE
potential files: Ansatz PAW
basis: plane waves
wave-function cutoff: 580 eV
density cutoff ratio: 5
exchange-correlation grid ratio: 1
k mesh: 1 x 1 x 1, Gamma-centred
self-consistency stop: 5e-08 eV per atom in the density residual
occupations: fixed
spin: none
net charge: 0

Cell vectors (angstrom)
a, 10.938, 0, 0
b, 0, 10.938, 0
c, 0, 0, 36.9363

Atoms and the computed forces on them: element, x, y, z (angstrom), force x, y, z (eV/angstrom)
Si, 0, 0, 0.683, -0.0268, -0.1116, -0.0002
Si, 5.469, 0, 0.683, -0.0347, -0.0857, -0.0001
Si, 2.7345, 2.7345, 0.683, -0.0798, -0.079, -0.0282
Si, 8.2035, 2.7345, 0.683, -0.0887, -0.0274, -0.0159
Si, 0, 5.469, 0.683, -0.0904, -0.0469, 0.0056
Si, 5.469, 5.469, 0.683, -0.0372, -0.0973, -0.0053
Si, 2.7345, 8.2035, 0.683, -0.1003, -0.053, -0.0268
Si, 8.2035, 8.2035, 0.683, -0.0557, -0.0925, -0.0315
Si, 1.3673, 1.3673, 2.0503, 0.2047, 0.216, -0.0379
Si, 6.8362, 1.3673, 2.0503, 0.2069, 0.2102, -0.056
Si, 4.1018, 4.1018, 2.0503, 0.11, 0.054, -0.0262
Si, 9.5708, 4.1018, 2.0503, 0.0825, 0.1241, -0.0121
Si, 1.3673, 6.8362, 2.0503, 0.1836, 0.2286, -0.0697
Si, 6.8362, 6.8362, 2.0503, 0.2311, 0.1925, -0.0743
Si, 4.1018, 9.5708, 2.0503, 0.0978, 0.0349, -0.0343
Si, 9.5708, 9.5708, 2.0503, 0.1044, 0.0677, -0.0199
Si, 2.7345, 0, 34.8848, -0.1512, -0.1491, 0.1078
Si, 8.2035, 0, 34.8848, -0.144, -0.0111, -0.1267
Si, 0, 2.7345, 34.8848, -0.1699, -0.0526, -0.1273
Si, 5.469, 2.7345, 34.8848, -0.0665, -0.1249, 0.1423
Si, 2.7345, 5.469, 34.8848, -0.1923, -0.0964, -0.1199
Si, 8.2035, 5.469, 34.8848, -0.042, -0.1436, 0.099
Si, 0, 8.2035, 34.8848, -0.1284, -0.1331, 0.1282
Si, 5.469, 8.2035, 34.8848, -0.1582, -0.0736, -0.1743
Si, 4.1018, 1.3673, 36.252, 0.04, 0.0927, 0.0051
Si, 9.5708, 1.3673, 36.252, 0.019, 0.1073, 0.0133
Si, 1.3673, 4.1018, 36.252, 0.0603, 0.0917, 0.0044
Si, 6.8362, 4.1018, 36.252, 0.1071, 0.0371, -0.0013
Si, 4.1018, 6.8362, 36.252, 0.0345, 0.1017, -0.0042
Si, 9.5708, 6.8362, 36.252, 0.0843, 0.0627, 0.0055
Si, 1.3673, 9.5708, 36.252, 0.0814, 0.0617, 0.0006
Si, 6.8362, 9.5708, 36.252, 0.069, 0.0583, -0.0138
Si, -0.8861, 0.4762, 26.9494, -0.0704, -0.0171, 0.047
Si, 5.8533, -0.6141, 26.5824, 0.0222, -0.0848, -0.0169
Si, 1.9091, 3.0483, 26.933, -0.0415, 0.1227, 0.0103
Si, 8.5655, 2.3344, 27.2396, 0.094, -0.04, -0.0958
Si, 0.3794, 4.8924, 27.1729, 0.1018, -0.0718, -0.05
Si, 4.7435, 5.8213, 26.5379, -0.0497, -0.0047, 0.0241
Si, 2.9925, 7.5752, 26.7544, 0.0388, -0.0005, -0.1024
Si, 7.5384, 8.4841, 26.7181, -0.0113, 0.0437, -0.0319
Si, 1.0915, 1.219, 28.0673, -0.0527, 0.022, 0.0447
Si, 6.6841, 1.1858, 27.996, -0.0176, -0.0241, 0.0465
Si, 3.8782, 4.0342, 27.888, -0.0043, -0.0035, 0.0106
Si, 9.514, 4.0735, 28.3858, -0.0197, 0.0193, 0.0495
Si, 1.3531, 6.729, 28.2089, -0.0249, -0.003, 0.0563
Si, 6.5349, 6.7373, 27.9258, -0.0259, 0.023, -0.0207
Si, 4.0415, 9.4149, 27.8755, -0.0071, 0.0366, 0.0131
Si, 9.3056, 9.462, 28.0015, 0.0042, 0.0011, 0.014
Si, 2.6495, -0.1164, 29.2479, 0.0088, -0.0361, 0.055
Si, 8.0434, -0.1041, 29.4884, 0.0463, 0.0269, -0.1526
Si, -0.0648, 2.6212, 29.6441, 0.0237, -0.04, -0.1584
Si, 5.3062, 2.6596, 29.2419, -0.0105, 0.0229, 0.0221
Si, 2.7077, 5.3472, 29.5368, -0.0164, -0.0019, -0.1547
Si, 7.9898, 5.4993, 29.3895, 0.006, -0.0149, 0.0475
Si, -0.1303, 8.1678, 29.3454, 0.0056, 0.0193, 0.0095
Si, 5.3232, 8.1237, 29.4254, 0.0414, 0.0143, -0.0437
Si, 3.9845, 1.3003, 30.6768, 0.0026, -0.0002, -0.0163
Si, 9.4414, 1.2545, 30.8607, -0.029, 0.0036, 0.0769
Si, 1.3335, 4.0168, 30.891, -0.0113, 0.0412, 0.0994
Si, 6.6931, 4.0205, 30.7039, 0.0019, 0.0023, -0.0115
Si, 4.0344, 6.7671, 30.8399, 0.0228, 0.0305, 0.1002
Si, 9.4439, 6.8214, 30.7512, 0.0149, -0.0189, -0.0243
Si, 1.2873, 9.5154, 30.7121, 0.0042, 0.0006, -0.0298
Si, 6.7084, 9.4782, 30.8169, -0.0636, -0.0528, 0.0953
Si, -0.0406, -0.0613, 32.1543, 0.0358, -0.0168, 0.0192
Si, 5.369, -0.0275, 32.1176, -0.0111, 0.0177, 0.0062
Si, 2.7163, 2.6568, 32.1792, 0.0426, -0.0141, 0.0118
Si, 8.0997, 2.7034, 32.1352, -0.0116, 0.0244, 0.0126
Si, -0.0842, 5.4439, 32.1332, -0.0045, 0.026, 0.0072
Si, 5.4283, 5.4129, 32.1612, 0.0261, -0.0119, 0.0025
Si, 2.6504, 8.166, 32.1369, 0.0116, 0.0365, 0.0068
Si, 8.1399, 8.1789, 32.1724, 0.0037, -0.0035, 0.0064
Si, 1.3311, 1.3215, 33.5247, -0.0209, -0.0079, 0.0117
Si, 6.7702, 1.3284, 33.5062, 0.0051, -0.0253, 0.0053
Si, 4.0749, 4.0568, 33.528, -0.0126, 0.0136, 0.011
Si, 9.5133, 4.0646, 33.5026, -0.0045, -0.0162, 0.0095
Si, 1.3093, 6.8047, 33.5111, 0.0002, -0.0414, 0.0056
Si, 6.8102, 6.7876, 33.5236, -0.0362, 0.0273, 0.0037
Si, 4.0417, 9.5411, 33.5051, 0.0056, -0.0423, 0.0042
Si, 9.5415, 9.5308, 33.5266, -0.0152, 0.0155, 0.0116
Si, 2.8023, 0.063, 3.411, 0.0041, 0.0163, -0.0049
Si, 8.2694, 0.0646, 3.4081, 0.0103, 0.0243, -0.0099
Si, 0.0545, 2.7908, 3.4105, 0.0185, 0.0011, -0.0087
Si, 5.5194, 2.7787, 3.4191, 0.01, 0.0016, -0.0004
Si, 2.7893, 5.5254, 3.4026, 0.0219, 0.005, -0.0142
Si, 8.2561, 5.5248, 3.4186, 0.0152, 0.005, -0.0033
Si, 0.0582, 8.2585, 3.4181, 0.0024, 0.0052, -0.0037
Si, 5.5249, 8.2497, 3.4092, 0.0027, 0.0024, -0.0146
Si, 4.1978, 1.4083, 4.8057, 0.0217, -0.0274, -0.0135
Si, 9.6682, 1.4268, 4.7862, 0.008, -0.0293, -0.0054
Si, 1.4315, 4.1845, 4.7601, -0.037, -0.0084, -0.0117
Si, 6.8903, 4.1725, 4.7764, -0.0251, -0.002, -0.0112
Si, 4.1998, 6.8615, 4.7684, 0.0097, -0.0211, -0.0265
Si, 9.6626, 6.8847, 4.7879, -0.0065, -0.0219, -0.0247
Si, 1.4284, 9.6755, 4.7655, -0.0216, 0.0035, -0.0248
Si, 6.8847, 9.6717, 4.7466, -0.0228, 0.0102, -0.0309
Si, 0.1549, 0.147, 6.2057, -0.0284, 0.0084, -0.025
Si, 5.6188, 0.0959, 6.2215, -0.0418, 0.0233, -0.0122
Si, 2.8452, 2.8521, 6.0821, 0.0231, -0.0142, 0.0297
Si, 8.3149, 2.8398, 6.0933, 0.0072, -0.0051, 0.0271
Si, 0.1248, 5.546, 6.1902, -0.0089, -0.004, -0.0112
Si, 5.5578, 5.5213, 6.2043, -0.0018, -0.0183, -0.021
Si, 2.8753, 8.3278, 6.0219, 0.0262, 0.0243, 0.0358
Si, 8.3089, 8.3531, 6.0348, 0.0574, -0.0048, 0.0277
Si, 1.5687, 1.5919, 7.5678, -0.053, -0.024, 0.0684
Si, 7.0415, 1.5342, 7.5602, -0.0351, -0.0207, 0.0547
Si, 4.1758, 4.0983, 7.5772, 0.0203, 0.0611, 0.025
Si, 9.6779, 4.1296, 7.5317, 0.0008, 0.0697, 0.0346
Si, 1.5831, 7.0042, 7.4121, -0.0736, -0.0542, 0.124
Si, 6.9932, 7.0061, 7.397, -0.0796, -0.0497, 0.1018
Si, 4.1923, 9.6274, 7.496, 0.027, 0.011, 0.0223
Si, 9.6522, 9.6992, 7.4546, 0.008, 0.0285, -0.0041
Si, 2.9905, 0.1896, 8.8835, 0.0815, 0.0181, 0.005
Si, 8.4914, 0.2167, 8.9318, 0.0646, 0.0404, 0.0609
Si, 0.1624, 2.9047, 9.0436, 0.0053, -0.0553, 0.0069
Si, 5.6218, 2.7866, 9.0229, -0.0115, -0.0981, -0.0026
Si, 2.8751, 5.6262, 8.8589, -0.0458, -0.0009, -0.0285
Si, 8.3545, 5.6571, 8.7542, 0.01, -0.0277, -0.0392
Si, 0.1802, 8.3901, 8.714, 0.0095, -0.083, 0.0008
Si, 5.6274, 8.2901, 8.8366, 0.0221, -0.003, 0.0215
Si, 4.9339, 0.8052, 10.301, 0.0527, -0.0251, -0.0616
Si, 10.3624, 1.0511, 10.4255, -0.0268, -0.0571, -0.1183
Si, 0.9966, 4.8853, 10.1427, -0.0086, 0.072, -0.0605
Si, 6.6054, 4.7105, 10.0225, -0.0365, 0.1126, -0.007
Si, 4.7502, 6.461, 10.1112, 0.0915, -0.0035, -0.0145
Si, 10.0975, 6.7165, 10.0236, 0.0904, -0.0118, -0.0299
Si, 1.1621, 10.1669, 9.9829, -0.0394, 0.0313, 0.0348
Si, 6.7627, 10.019, 10.0273, -0.0865, 0.0045, 0.0416
O, 32.3783, -2.7749, 24.9433, -0.0019, -0.0056, -0.0027
O, -9.5681, -12.5501, 23.2814, 0.0046, 0.0085, -0.0153
O, -0.7482, -9.4839, 12.0591, -0.0022, 0.0231, 0.093
O, 24.675, 8.9281, 13.6877, 0.0197, 0.0213, 0.019
O, 15.0853, -5.0814, 22.3549, -0.0067, 0.0148, -0.0155
O, 12.6444, -11.8479, 15.8124, -0.0101, -0.0152, -0.006
O, 11.6892, -9.6149, 21.8407, -0.0113, 0.0012, 0.0091
O, 15.1651, -4.3417, 19.8161, 0.0102, -0.001, -0.0063
O, -23.4615, -37.6621, 23.5677, 0.0244, -0.0121, -0.0011
O, 0.4324, -16.6183, 13.9622, -0.007, -0.0096, 0.004
O, 2.2609, 7.9521, 25.301, 0.0071, -0.0188, 0.072
O, 0.639, -23.6354, 20.6888, -0.0021, 0.0072, 0.0006
O, 14.2773, -5.1935, 17.4508, 0.0018, -0.0067, -0.0072
O, 1.5892, 2.8419, 25.26, 0.0126, -0.0164, -0.0178
O, 18.8443, 14.9439, 19.6591, -0.0087, -0.0005, 0.0034
O, 17.7465, -2.2998, 15.8496, 0.0118, -0.0121, -0.0012
Si, 20.08, -14.2588, 24.1662, -0.0469, 0.0054, 0.0401
Si, -10.3636, -5.6709, 19.9148, -0.0052, 0.0157, 0.004
Si, 4.6688, 16.9497, 18.3744, -0.0065, 0.0098, 0.0141
Si, 4.4951, -15.5091, 13.2193, -0.0062, -0.0103, -0.05
Si, 2.0453, 0.9138, 20.9246, 0.0169, 0.0035, 0.0139
Si, -10.0639, -2.1598, 16.4874, -0.0128, 0.015, 0.0132
Si, -21.3775, 10.0099, 19.2881, 0.0048, -0.0199, -0.0013
Si, -3.8497, -25.2624, 17.0434, 0.0062, -0.0055, -0.0051
Si, 15.9037, 0.6313, 13.5344, -0.0233, 0.0051, -0.0284
Si, -13.5319, -12.2579, 18.9791, -0.0058, -0.0117, 0.0196
Si, -9.3145, 16.6104, 12.9464, -0.0197, 0.0221, -0.0528
Si, -13.6363, 20.6154, 22.0344, -0.0215, 0.0025, 0.0107
Si, 15.0377, -6.0104, 23.6929, 0.0065, 0.0175, 0.0565
Si, 10.7057, 16.6949, 22.6973, -0.0105, 0.0252, 0.0025
Si, 14.1911, -4.5743, 21.0868, -0.0055, 0.0093, 0.0082
Si, 45.3312, 8.7253, 12.6391, -0.0224, -0.0256, -0.008
Si, -15.5355, 3.5066, 19.4204, -0.0165, -0.0058, 0.0217
Si, -9.0428, -1.7651, 21.7463, -0.0057, -0.0074, 0.0038
Si, -11.9879, 1.6727, 13.6701, 0.0116, -0.0051, -0.0233
Si, -15.7139, 0.2837, 23.6166, -0.0075, -0.0163, 0.019
Si, -3.8155, -5.4589, 12.7496, -0.0414, -0.0028, -0.0582
Si, -11.8098, 12.3117, 21.9699, 0.0113, -0.0261, -0.0062
Si, 31.8603, 9.5629, 14.2998, 0.0196, 0.017, -0.0058
Si, 27.406, -12.9597, 14.8927, -0.0222, 0.0144, 0.0208
Si, -13.0167, -9.263, 24.5587, -0.0103, -0.0395, 0.0667
Si, 1.7414, 5.8748, 17.1186, -0.0096, -0.0037, 0.0103
Si, 19.1172, 4.9787, 15.4906, -0.0047, -0.0203, 0.016
Si, -7.8989, -11.8763, 14.9121, 0.0196, 0.0161, 0.0084
Si, 7.6006, -9.5574, 17.7641, -0.0001, -0.0006, -0.0117
Si, -9.7342, -6.6783, 24.5117, 0.0319, -0.0264, 0.0574
Si, 15.5252, 13.3413, 21.8878, -0.0023, -0.0193, 0.0072
Si, 19.2073, -2.7154, 12.1512, 0.0018, 0.0353, -0.0467
Si, 18.1086, 35.0982, 14.9386, -0.0084, 0.0003, 0.0138
Si, 31.1532, 3.097, 19.4628, 0.0128, -0.0121, 0.0005
Si, 11.0828, 4.1749, 15.1473, -0.0311, -0.0198, 0.0055
Si, 1.0416, 18.992, 24.2421, 0.0324, -0.014, 0.045
O, 12.9991, 38.0893, 20.6696, -0.0067, -0.0092, 0.0083
O, -6.2235, 0.9326, 11.9511, -0.003, -0.0047, 0.0489
O, 1.4559, -14.618, 16.2548, -0.0025, -0.0129, -0.0025
O, -0.2282, 3.9027, 19.4337, -0.0123, -0.0057, 0.0015
O, -5.162, 10.1429, 13.8071, -0.0073, -0.0255, 0.0064
O, 13.5713, 5.0235, 24.3772, -0.0033, -0.0039, -0.0015
O, -3.4833, 10.8149, 18.3517, -0.0068, 0.0118, -0.0022
O, 9.3564, -0.0806, 22.1118, 0.0088, 0.0094, 0.0101
O, 9.8602, -33.5289, 18.9799, 0.0027, -0.0004, -0.0021
O, -6.6713, 9.4112, 15.8167, -0.0066, -0.0082, -0.0319
O, -5.7831, 22.921, 22.5895, -0.0045, 0.0129, -0.0042
O, -18.681, -8.8596, 21.0385, -0.0094, -0.0073, 0.0055
O, 18.3044, -6.4872, 11.5099, 0.0206, -0.0357, 0.0436
O, 5.4842, -28.1812, 18.6342, 0.0038, -0.0126, 0.0018
O, 8.1025, -13.6247, 18.1147, 0.0032, -0.0062, 0.0026
O, 9.5475, 7.562, 11.3699, -0.0353, 0.0085, 0.0088
O, -0.431, -15.9852, 21.0701, 0.0127, -0.0091, -0.0033
O, 7.4521, 1.233, 16.1495, 0.0018, -0.0097, 0.0153
O, 7.9293, 18.76, 25.2237, 0.0266, -0.0018, 0.0066
O, 12.2603, -3.7842, 12.3368, 0.003, -0.0009, 0.0041
O, 19.6571, -2.1617, 13.6268, -0.0044, -0.0073, 0.011
O, 19.5566, -8.0722, 25.6432, -0.0246, 0.0521, 0.0332
O, 5.7924, -19.9954, 14.1759, 0.0102, 0.0046, -0.0009
O, -12.1672, 13.1611, 23.3038, 0.0016, 0.0054, 0.0016
O, 14.4318, -10.4316, 14.2815, -0.01, -0.04, -0.0069
O, 0.4144, 15.2231, 23.0739, -0.0065, 0.0084, -0.0022
O, 39.6406, 9.995, 22.7811, 0.0034, 0.005, 0.004
O, -14.5056, -9.6792, 24.0751, 0.0131, 0.0116, 0.0022
O, 5.6079, 27.0459, 13.2824, 0.0041, -0.0186, 0.0047
O, 16.0338, 18.4592, 14.184, 0.0087, 0.0225, 0.0016
O, -2.6933, 5.3788, 13.9088, 0.0166, -0.0093, 0.0098
O, 5.4267, 10.6909, 24.992, 0.018, 0.013, -0.0114
O, 12.2335, -17.3636, 16.2869, 0.0139, 0.0063, 0.0057
O, 0.2361, -5.8088, 25.5198, -0.0291, 0.0233, 0.0067
O, 22.8, -4.1253, 23.1807, -0.0122, -0.0103, -0.0138
O, 19.9488, -8.7655, 18.1217, -0.0059, 0.0011, 0.0049
O, -14.7982, 3.773, 15.6304, -0.0003, 0.0093, -0.0149
O, -3.0428, 20.2207, 20.5007, 0.0019, -0.0014, -0.0097
O, -1.2068, 22.3337, 25.2822, 0.017, -0.0014, -0.0098
O, -12.0615, -10.7013, 14.4521, -0.0075, -0.0134, 0.0021
O, -10.8993, -19.2025, 14.4401, -0.0004, 0.011, 0.0111
O, -6.5665, -7.5288, 23.1624, -0.0002, -0.0247, -0.004
O, 1.5735, 4.6215, 11.6951, 0.0129, -0.0363, 0.0353
O, 6.3638, -8.73, 18.4333, 0.0087, -0.0095, -0.0032
O, 5.6389, 3.0911, 20.841, 0.0247, 0.0169, -0.017
O, -3.7836, -3.9021, 12.2411, -0.0083, -0.0172, -0.0006
O, 0.2538, -1.533, 13.2378, -0.0126, -0.0056, 0.0119
O, 13.703, -3.0829, 21.4684, 0.0173, -0.0239, -0.0048
O, 14.0087, -5.2144, 13.7125, 0.0033, -0.0156, 0.003
O, 11.9444, -1.8715, 18.0723, -0.0042, -0.001, -0.0003
O, -13.4901, -19.5704, 13.8388, -0.0225, 0.0051, 0.0081
O, 20.607, 4.4781, 15.8999, 0.0037, 0.0015, -0.0141
O, 7.5318, 20.4102, 11.4111, -0.0045, -0.0155, -0.0813
O, -20.4983, 0.4763, 19.4524, -0.0105, -0.0035, -0.0108
O, 7.8063, 17.1571, 16.4512, -0.008, 0.0053, -0.007
O, 16.0311, 5.4208, 24.9212, 0.0032, -0.0092, -0.0265
O, -2.0331, 41.2362, 22.787, 0.0026, 0.0082, -0.0036
O, 5.6547, 7.1093, 17.6841, -0.0126, -0.0108, 0.0044
O, -11.5431, -2.0432, 15.7662, 0.0124, -0.019, 0.0072
O, -6.6376, -4.0638, 11.6697, -0.0155, 0.0031, 0.051
O, 2.7918, 21.4441, 21.4744, -0.015, -0.0007, 0.0008
O, -8.9841, 31.3969, 11.2931, -0.0121, 0.0199, -0.06
O, -21.0267, 16.9804, 18.4989, -0.0057, -0.0103, 0.0112
O, 20.2927, 2.0723, 20.7073, -0.009, 0.0083, 0.0067

Results
free energy: -149750.307 eV
free energy less fixed offsets of O -568.88, Si -635.61 eV per atom: 0.133 eV

The program warned: the cutoff lies below the one the program advises for these potential files; the exchange-correlation potential is rough where the density is thin.
